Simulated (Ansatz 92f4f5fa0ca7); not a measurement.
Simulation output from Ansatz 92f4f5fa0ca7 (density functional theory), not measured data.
Periodic cell of 231 atoms, Si140O85As6, from a study of silicon, its oxide and their interface. The atomic structure is a simulated model.
Doubt: the cutoff is low for norm-conserving oxygen, so forces and energies are approximate.
Doubt: the program's own warning below bears on the result.

Settings
functional: HSE06
potential files: SPMS norm-conserving
basis: plane waves
wave-function cutoff: 800 eV
density cutoff ratio: 4
exchange-correlation grid ratio: 1
k mesh: 1 x 1 x 1, Gamma-centred
occupations: fixed
spin: none
net charge: 0

Cell vectors (angstrom)
a, 11.6015, 0, 0
b, 0, 10.938, 0
c, 0, 0, 32.6625

Atoms: element, x, y, z (angstrom)
Si, 0.0425, -0.0667, 24.1437
As, 3.942, -0.2033, 23.9596
As, 7.8621, -0.3049, 23.9507
Si, 2.0322, 1.2288, 24.1993
Si, 5.9776, 1.1061, 24.0737
Si, 9.68, 1.2829, 24.0971
Si, -0.252, 5.4345, 24.0074
Si, 3.7541, 5.2893, 23.634
Si, 7.819, 5.4932, 23.8906
Si, 1.7757, 6.6896, 23.8528
Si, 5.7523, 6.7706, 23.6032
As, 9.6027, 7.073, 23.9182
Si, 1.9444, 2.7465, 25.9702
Si, 5.8119, 2.7176, 25.8161
Si, 9.6282, 2.7179, 25.9602
Si, -0.0393, 4.0616, 25.9289
Si, 3.8694, 4.1056, 25.7747
Si, 7.7146, 4.1239, 25.8648
Si, 1.9298, 8.0743, 25.8628
Si, 5.7962, 8.068, 25.7598
Si, 9.6635, 8.1454, 26.0208
Si, 0.0108, 9.4726, 26.0102
Si, 3.8784, 9.453, 25.9317
Si, 7.7325, 9.4672, 25.9839
Si, 0.0032, -0.0027, 27.8581
Si, 3.8703, -0.0435, 27.8219
Si, 7.695, -0.022, 27.8419
Si, 1.9469, 1.345, 27.862
Si, 5.7794, 1.3669, 27.7976
Si, 9.6401, 1.3273, 27.8553
Si, 0.0084, 5.4495, 27.844
Si, 3.888, 5.4343, 27.7804
Si, 7.718, 5.4507, 27.8282
Si, 1.9523, 6.7904, 27.8387
Si, 5.7998, 6.8191, 27.7953
Si, 9.6656, 6.7714, 27.8923
Si, 1.9336, 2.7345, 29.7633
Si, 5.8008, 2.7345, 29.7633
Si, 9.6679, 2.7345, 29.7633
Si, 0, 4.1018, 29.7633
Si, 3.8672, 4.1018, 29.7633
Si, 7.7343, 4.1018, 29.7633
Si, 1.9336, 8.2035, 29.7633
Si, 5.8008, 8.2035, 29.7633
Si, 9.6679, 8.2035, 29.7633
Si, 0, 9.5708, 29.7633
Si, 3.8672, 9.5708, 29.7633
Si, 7.7343, 9.5708, 29.7633
Si, 0, 0, 31.6969
Si, 3.8672, 0, 31.6969
Si, 7.7343, 0, 31.6969
Si, 1.9336, 1.3673, 31.6969
Si, 5.8008, 1.3673, 31.6969
Si, 9.6679, 1.3673, 31.6969
Si, 0, 5.469, 31.6969
Si, 3.8672, 5.469, 31.6969
Si, 7.7343, 5.469, 31.6969
Si, 1.9336, 6.8362, 31.6969
Si, 5.8008, 6.8362, 31.6969
Si, 9.6679, 6.8362, 31.6969
Si, 1.9336, 2.7345, 0.9679
Si, 5.8008, 2.7345, 0.9679
Si, 9.6679, 2.7345, 0.9679
Si, 0, 4.1018, 0.9679
Si, 3.8672, 4.1018, 0.9679
Si, 7.7343, 4.1018, 0.9679
Si, 1.9336, 8.2035, 0.9679
Si, 5.8008, 8.2035, 0.9679
Si, 9.6679, 8.2035, 0.9679
Si, 0, 9.5708, 0.9679
Si, 3.8672, 9.5708, 0.9679
Si, 7.7343, 9.5708, 0.9679
Si, 0.0178, 0.0516, 2.8544
Si, 3.8576, 0.0427, 2.8843
Si, 7.7566, 0.0394, 2.8666
Si, 1.9373, 1.4298, 2.942
Si, 5.8092, 1.3825, 2.8812
Si, 9.6894, 1.4171, 2.8996
Si, 0.0404, 5.4671, 2.9742
Si, 3.8528, 5.4642, 2.9034
Si, 7.7342, 5.529, 2.8613
Si, 1.9387, 6.8548, 2.9028
Si, 5.7776, 6.8241, 2.8619
Si, 9.7068, 6.8309, 2.9209
Si, 1.9545, 2.7527, 4.9467
Si, 5.8413, 2.7755, 4.7895
Si, 9.6954, 2.9703, 4.7142
Si, 0.0609, 4.2228, 5.0547
Si, 3.8946, 4.1452, 4.871
Si, 7.73, 4.2469, 4.8129
Si, 1.9265, 8.2363, 4.8178
Si, 5.7827, 8.2233, 4.7437
Si, 9.7131, 8.2213, 4.8421
Si, 0.0044, 9.652, 4.7707
Si, 3.8674, 9.6094, 4.7946
Si, 7.7524, 9.4987, 4.6946
Si, -0.0633, 0.2343, 6.595
Si, 3.8937, 0.0128, 6.7514
Si, 7.8746, -0.019, 6.5016
As, 1.9795, 1.4733, 7.0094
Si, 5.9225, 1.3202, 6.6623
Si, 9.5494, 1.593, 6.5207
Si, 0.0619, 5.6851, 7.0948
As, 3.916, 5.4266, 6.9197
Si, 7.7581, 5.6292, 6.7983
As, 2.032, 7.0686, 6.9154
Si, 5.7853, 6.9509, 6.7124
Si, 9.7077, 7.0374, 6.9393
O, 6.2958, 2.3771, 7.8836
O, 11.1645, 10.1283, 7.8137
O, 7.6907, 4.6367, 8.1162
O, 9.0279, 2.3854, 7.9062
O, 9.7009, 8.0313, 8.2862
O, 3.8725, 9.8983, 8.0217
O, 0.0464, 5.1135, 8.6765
O, 5.7619, 8.0327, 7.9707
O, 8.3777, 10.1943, 7.9119
O, 5.7819, 7.8572, 22.3383
O, 2.5457, 8.9876, 18.4493
O, 3.6438, 4.1637, 22.3819
O, 9.6276, 2.1934, 22.7214
O, 2.0385, 2.1497, 22.8436
O, 0.0202, 9.8942, 22.826
O, 1.6019, 7.7471, 22.6002
O, 6.2257, 1.658, 22.5264
O, -0.6408, 4.489, 22.6961
Si, 7.6411, -4.2818, 16.6217
Si, 5.084, 5.1615, 12.4183
Si, 1.3226, 13.1791, 14.7252
Si, 0.0353, 3.533, 17.1516
Si, 4.5677, 6.0715, 16.7967
Si, 2.1365, 9.8579, 11.6995
Si, -0.4662, 19.1253, 14.7464
Si, 5.6828, 8.7351, 20.9741
Si, 9.7783, 9.6443, 8.5203
Si, -5.3722, -0.7504, 13.9414
Si, 5.5471, 1.0254, 21.1852
Si, 10.1993, 7.0604, 12.2135
Si, -6.6855, 10.8068, 11.1323
Si, -1.9637, 3.71, 22.1408
Si, 9.9967, 2.4894, 19.3894
Si, -2.3629, 9.6424, 13.1029
Si, -0.7319, 0.0283, 11.1036
Si, -4.8795, 12.7292, 15.6543
Si, 6.4451, 2.609, 11.2105
Si, 7.3068, 12.0216, 18.6528
Si, 13.2027, -0.9339, 19.2699
Si, 10.7233, 19.4327, 19.3927
Si, 3.9386, 8.1919, 18.5717
Si, 8.3997, 2.8761, 13.5718
Si, -0.3214, 2.7967, 12.0885
Si, 4.7231, 8.8411, 8.9204
Si, 7.7699, 8.9724, 18.7561
Si, 7.6546, 3.0579, 8.4676
Si, -3.8417, 16.7915, 13.6701
Si, 11.9215, 5.4083, 10.2692
Si, 1.9176, 10.1878, 14.7904
Si, 4.4764, -2.2061, 15.8293
Si, -8.5939, -3.9201, 10.8192
Si, 10.4842, 6.3101, 17.2279
Si, 3.0123, 13.7315, 21.7338
Si, 0.7401, 8.8657, 21.8245
Si, 1.3137, 13.0196, 19.3518
Si, 4.1825, 14.6136, 15.0558
O, 0.8303, 2.4334, 13.1853
O, 7.698, 9.9554, 13.3397
O, -8.7686, 13.7394, 14.9023
O, 2.2017, 10.3288, 13.2227
O, 1.3469, 11.6334, 15.2306
O, -3.8308, 6.7814, 15
O, -3.4269, 2.0195, 14.9342
O, 4.3827, 19.2572, 20.1099
O, 5.4949, -1.2291, 10.0684
O, 3.2827, 9.7748, 15.542
O, 11.717, 15.0397, 11.2193
O, 4.091, -3.7783, 15.6784
O, -7.2633, 4.5517, 13.7101
O, -0.0314, 16.0716, 17.1345
O, -0.3984, 8.173, 20.9036
O, 8.313, 4.5172, 22.6424
O, 5.5477, 3.9336, 11.4582
O, -1.7286, 2.9664, 12.905
O, -6.0542, 13.7773, 15.2781
O, 10.0729, 10.8924, 12.5193
O, -7.7001, 6.6068, 18.1874
O, -4.6813, 1.8047, 17.2587
O, 0.1034, 9.6328, 18.7785
O, 7.5392, 2.8901, 10.0593
O, 9.6503, 3.61, 20.5219
O, 6.9152, 8.3694, 19.991
O, 7.2566, 21.38, 18.3758
O, 8.7689, 1.4722, 19.216
O, -0.4406, 12.552, 10.9767
O, 4.0727, 6.1449, 11.6502
O, -2.5784, 6.0832, 12.7015
O, 1.7277, 9.7063, 20.8563
O, 5.2814, -0.4908, 12.6617
O, 1.9623, 0.6255, 19.0339
O, 3.7679, 7.7084, 9.5682
O, 5.4928, 1.351, 10.8279
O, -0.2962, 7.2812, 13.398
O, 10.8902, 6.5187, 10.8664
O, 4.0729, 1.6718, 21.2478
O, 9.9053, 10.2957, 9.9934
O, 7.9138, 4.319, 14.0902
O, 1.8188, 16.9548, 10.3746
O, -4.2803, 13.1998, 12.5223
O, 4.8853, 8.8809, 17.4153
O, -1.3263, 3.0739, 17.9036
O, 3.2978, 10.7151, 10.955
O, -5.2267, 6.0429, 12.8601
O, -0.8395, 7.2843, 15.9933
O, 6.1919, 11.3337, 15.0625
O, 10.7426, 7.0976, 18.6024
O, -2.6675, 16.7423, 17.136
O, 12.4645, 9.0125, 15.0815
O, 5.5965, -0.6018, 21.2513
O, 9.4481, 8.4743, 11.9986
O, 11.3909, 1.7931, 19.8526
O, 6.1966, -4.9505, 16.9359
O, 1.2845, 13.9015, 17.9993
O, 4.0097, 4.6371, 16.3503
O, 7.7325, 8.0708, 17.4113
O, 9.2553, -1.8267, 19.3381
O, 0.6745, 10.1616, 11.0832
O, 9.8977, 9.1997, 14.5034
O, -5.9275, -2.0177, 14.7697
O, 2.1117, 3.0095, 20.4117
O, 0.2293, 3.0149, 15.6395
O, 2.3969, 8.2609, 11.6564
O, 6.2426, 1.4894, 19.808

Results
free energy: -69884.593 eV
free energy less fixed offsets of As -2657.37, O -447.96, Si -113.29 eV per atom: -3.173 eV
gap between the highest filled and lowest empty level on this k mesh: 1.517 eV

The program warned: the cutoff lies below the one the program advises for these potential files; the model core charge is not resolved on the grid; the forces do not sum to zero within the program's tolerance; the exchange-correlation potential is rough where the density is thin.
